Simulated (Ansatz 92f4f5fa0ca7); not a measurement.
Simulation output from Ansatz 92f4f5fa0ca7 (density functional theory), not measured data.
Periodic cell of 254 atoms, Si166O88, from a study of silicon, its oxide and their interface. The atomic structure is a simulated model.
Doubt: the cutoff is far below the 930 eV that the study's wrapper takes by default for these files, so forces and energies are approximate.
This geometry differs little from another in the collection (a relaxation step or a small displacement).

Settings
functional: PBE
potential files: Ansatz PAW
basis: plane waves
wave-function cutoff: 580 eV
density cutoff ratio: 5
exchange-correlation grid ratio: 1
k mesh: 1 x 1 x 1, Gamma-centred
self-consistency stop: 5e-08 eV per atom in the density residual
occupations: fixed
spin: none
net charge: 0

Cell vectors (angstrom)
a 10.938 0 0
b 0 10.938 0
c 0 0 36.8815

Atoms: element, x, y, z (angstrom)
Si 0 0 0.683
Si 5.469 0 0.683
Si 2.7345 2.7345 0.683
Si 8.2035 2.7345 0.683
Si 0 5.469 0.683
Si 5.469 5.469 0.683
Si 2.7345 8.2035 0.683
Si 8.2035 8.2035 0.683
Si 1.3673 1.3673 2.0503
Si 6.8362 1.3673 2.0503
Si 4.1018 4.1018 2.0503
Si 9.5708 4.1018 2.0503
Si 1.3673 6.8362 2.0503
Si 6.8362 6.8362 2.0503
Si 4.1018 9.5708 2.0503
Si 9.5708 9.5708 2.0503
Si 2.7345 0 34.83
Si 8.2035 0 34.83
Si 0 2.7345 34.83
Si 5.469 2.7345 34.83
Si 2.7345 5.469 34.83
Si 8.2035 5.469 34.83
Si 0 8.2035 34.83
Si 5.469 8.2035 34.83
Si 4.1018 1.3673 36.1972
Si 9.5708 1.3673 36.1972
Si 1.3673 4.1018 36.1972
Si 6.8362 4.1018 36.1972
Si 4.1018 6.8362 36.1972
Si 9.5708 6.8362 36.1972
Si 1.3673 9.5708 36.1972
Si 6.8362 9.5708 36.1972
Si -0.2131 0.3731 26.5754
Si 5.6393 -0.1883 26.9182
Si 2.5234 3.0664 26.6494
Si 8.4343 2.4887 26.9615
Si 0.7288 4.7859 26.5044
Si 5.0156 5.8159 26.8744
Si 3.443 7.6018 26.6638
Si 7.3931 8.2383 26.2337
Si 1.416 1.4116 27.9503
Si 6.9326 1.2501 28.2429
Si 4.1045 4.0445 28.0691
Si 9.8291 4.0718 27.9755
Si 1.5695 6.6542 27.7824
Si 6.7683 6.8235 28.0239
Si 4.1298 9.4119 28.0802
Si 9.7311 9.5192 27.7693
Si 2.7301 -0.0492 29.2901
Si 8.35 -0.1843 29.4093
Si 0.092 2.6823 29.4476
Si 5.5002 2.6928 29.412
Si 2.7803 5.4166 29.4279
Si 8.3198 5.4693 29.2324
Si 0.1237 8.0863 29.1332
Si 5.5065 8.1584 29.5085
Si 4.1027 1.3091 30.717
Si 9.6409 1.2847 30.7445
Si 1.4082 4.0713 30.794
Si 6.9204 4.1056 30.6718
Si 4.1223 6.7878 30.7928
Si 9.6488 6.8296 30.6302
Si 1.3768 9.5062 30.6399
Si 6.9009 9.5179 30.8006
Si 0.0496 -0.0677 32.0929
Si 5.4981 -0.0192 32.1018
Si 2.7699 2.6898 32.1198
Si 8.2369 2.6972 32.0616
Si 0.0107 5.4599 32.0863
Si 5.5321 5.4339 32.0979
Si 2.7392 8.1902 32.0883
Si 8.2805 8.1524 32.0974
Si 1.3749 1.3453 33.4668
Si 6.8402 1.3758 33.4576
Si 4.1283 4.0878 33.4627
Si 9.5697 4.0968 33.4495
Si 1.3608 6.8393 33.4611
Si 6.8625 6.8297 33.4633
Si 4.1005 9.5694 33.4587
Si 9.585 9.5608 33.4698
Si 2.724 0.0027 3.421
Si 8.1955 0.0085 3.4332
Si -0.0172 2.7419 3.4202
Si 5.4594 2.7409 3.4249
Si 2.728 5.4804 3.4256
Si 8.1952 5.4751 3.4292
Si -0.016 8.2097 3.4258
Si 5.4767 8.2182 3.42
Si 4.0801 1.3787 4.791
Si 9.5359 1.404 4.8076
Si 1.3078 4.1475 4.781
Si 6.7926 4.1405 4.8021
Si 4.0946 6.8731 4.7791
Si 9.529 6.872 4.8085
Si 1.3016 9.6277 4.7909
Si 6.7934 9.6188 4.8153
Si -0.0563 0.062 6.2151
Si 5.4271 0.0454 6.2247
Si 2.6672 2.7514 6.0906
Si 8.1368 2.7634 6.1639
Si -0.054 5.5148 6.1896
Si 5.4274 5.5128 6.1907
Si 2.7149 8.2781 6.0855
Si 8.1589 8.2624 6.1706
Si 1.3277 1.4697 7.5502
Si 6.794 1.4337 7.6098
Si 4.0011 4.0898 7.4558
Si 9.4566 4.1449 7.5374
Si 1.3858 6.9356 7.4445
Si 6.7681 6.9476 7.5577
Si 3.9637 9.6499 7.5503
Si 9.4756 9.6483 7.581
Si 2.6694 0.1353 8.9922
Si 8.1139 0.0536 9.0503
Si -0.0827 2.8022 8.9118
Si 5.3223 2.7869 8.9144
Si 2.6683 5.4837 8.8
Si 8.1172 5.5548 8.9201
Si 0.0699 8.3366 8.8173
Si 5.3148 8.2889 8.9113
Si 4.2028 1.2829 10.4231
Si 9.7564 1.2377 10.321
Si 1.0571 4.4359 10.1698
Si 6.4441 4.4148 10.158
Si 4.1833 6.6225 10.174
Si 9.8307 6.7528 10.0222
Si 1.0981 9.9165 10.3063
Si 6.3966 9.8728 10.285
O -0.0632 0.0872 10.7947
O 5.3625 5.5609 10.7116
O 5.3347 0.1087 10.8497
O -0.0264 5.6275 10.5967
O 9.3167 7.7539 11.2257
O 3.5208 1.9524 11.8067
O 6.898 8.9556 11.5781
O 3.2798 7.1172 11.4584
O 9.1918 2.0536 11.6619
O 6.9373 3.5095 11.4501
O 1.8386 9.3506 11.688
O 1.6746 3.8471 11.5684
O 2.7592 0.7789 24.3
O 7.1551 7.4495 24.7937
O -1.4876 1.3817 26.2606
O 4.7765 0.8198 25.9612
O 6.5631 -1.2858 26.0911
O 5.3656 5.5025 25.2638
O 7.504 3.2626 25.8248
O 8.9638 8.6361 26.5511
Si 3.115 3.8175 20.4165
Si 6.111 1.7168 23.0323
Si 9.5304 9.9154 14.5324
Si 4.4431 7.8836 14.8024
Si 1.5975 -0.3342 24.1201
Si 6.8048 6.8342 18.3033
Si 5.3568 9.8904 22.5415
Si 0.2347 4.2996 21.426
Si 10.8695 3.4354 17.1817
Si 4.1952 4.7256 14.7522
Si 6.9876 9.1065 16.2976
Si 8.1118 4.1068 17.6051
Si 2.6089 11.7908 16.9269
Si 4.9284 -0.4793 18.0977
Si 11.5479 1.4182 14.7943
Si 4.1103 6.2998 22.0527
Si 4.0159 7.6006 19.1274
Si 8.242 8.3633 12.2784
Si 0.9239 -0.8394 18.596
Si 8.7525 5.7735 13.7392
Si 14.2506 8.1085 24.303
Si 9.2521 10.5506 19.8985
Si 2.8962 3.929 17.428
Si 10.1628 6.9812 22.2447
Si 10.8153 4.8595 24.2529
Si 4.6416 1.1602 20.6658
Si 8.0301 3.6033 24.3154
Si 6.3888 6.1351 24.1549
Si 7.1123 3.6205 14.9985
Si -1.5365 2.5644 19.6539
Si 3.8229 12.7103 25.0371
Si 7.5936 8.2651 20.8985
Si 2.4657 2.9255 12.6486
Si 2.131 7.7592 16.9669
Si 2.5843 8.1453 12.5156
Si 0.5723 9.6209 21.5018
Si 8.2467 3.1811 12.3656
Si 0.3859 7.3188 14.646
O 4.5526 17.2255 14.3817
O 14.5043 4.8324 16.2582
O 9.6415 3.7164 24.3573
O 7.243 7.0536 19.8635
O 7.1685 5.3857 17.7317
O 5.0735 0.7654 19.1449
O 7.9094 7.0998 13.2646
O 1.7532 0.5584 15.5774
O -0.4208 2.4467 18.4495
O 0.3862 8.1188 22.0985
O 9.0087 4.627 12.5853
O 1.2998 4.2486 17.4864
O 5.8912 8.5512 15.1932
O 1.3188 10.6172 22.5267
O 3.2027 3.96 13.6925
O 7.4971 5.0254 23.7653
O 1.3741 9.5511 20.0752
O 7.7368 2.6435 13.8337
O 1.9995 9.0648 24.4917
O 10.6382 8.7747 14.8857
O -0.4674 5.767 21.1829
O 10.0628 10.3141 21.2838
O 5.8638 1.9355 21.4296
O 4.8581 2.3846 23.8958
O 8.0454 -1.4562 19.9021
O 11.7032 4.2552 22.9875
O 8.1846 3.4951 19.1098
O -0.8647 3.1533 21.0236
O 7.8138 5.0971 14.8787
O -1.3109 4.4911 17.093
O 5.5199 3.7838 14.7804
O 3.395 2.222 20.6661
O 0.3169 0.0077 25.0572
O 3.1183 2.384 16.9839
O 3.073 6.8533 23.2285
O 13.5595 7.1193 18.3976
O 1.4604 7.368 13.416
O 3.5831 4.2068 18.8897
O 3.7727 8.6764 13.5216
O 10.2058 6.1945 14.3153
O 3.9132 -0.0948 16.8875
O 10.2408 6.339 23.7624
O 7.5428 2.4009 23.3481
O 7.4422 3.0751 16.5058
O 5.5892 6.3917 22.7516
O 11.0063 2.6144 15.7744
O 8.2729 9.8203 15.5834
O 10.2739 11.371 14.4952
O 10.2402 10.3085 18.6139
O 1.2942 9.0879 17.3903
O 6.2268 11.0412 23.3203
O 6.3435 8.8693 21.7451
O 1.5168 4.0846 20.4729
O 8.9313 9.6191 13.0462
O 3.4599 8.0907 16.0883
O 3.8347 4.7655 21.5491
O 7.4901 7.8775 17.2502
O 8.7047 1.1262 19.9198
O 1.1296 6.8693 16.0352
O 4.3088 9.2009 18.9422
O 1.3335 2.0404 13.4588
O 4.3517 -0.2265 21.5161
O 4.5011 9.0378 23.6364
O 5.1857 6.8522 18.2918
O 3.9897 7.2539 20.7227
O 1.7197 0.5492 18.2721
O 6.3353 -0.7516 17.3368
O 8.7185 7.6765 21.9287

Results
free energy: -155577.118 eV
free energy less fixed offsets of O -568.88, Si -635.61 eV per atom: -4.418 eV

Forces (eV/angstrom), in the order of the atoms: element, x, y, z
Si -0.0081 0.0182 0.0098
Si -0.0349 0.0417 0.0191
Si -0.0213 0.0318 0.0013
Si -0.0442 0.0394 0.0044
Si -0.0374 0.0338 0.0086
Si -0.0203 0.0181 0.016
Si -0.0159 0.0337 0.0011
Si -0.0134 -0.0064 -0.0081
Si -0.0403 0.1021 0.0505
Si -0.0043 0.0685 0.082
Si -0.0957 0.041 0.061
Si -0.1042 0.0453 0.0177
Si -0.034 0.0833 0.0656
Si 0.014 0.0713 0.0296
Si -0.0645 -0.016 0.0401
Si -0.1286 0.0445 0.0613
Si 0.0869 -0.0538 0.0988
Si 0.0181 0.0035 -0.0749
Si -0.0096 -0.0598 -0.1124
Si 0.1008 -0.0413 0.1292
Si 0.0771 -0.0215 -0.1562
Si 0.0521 -0.1407 0.0616
Si 0.042 -0.0416 0.1316
Si 0.0584 -0.0244 -0.1085
Si 0.0336 -0.0334 0.002
Si -0.0002 0.0063 0.0107
Si 0.0392 -0.0416 -0.0159
Si 0.0261 -0.0391 0.014
Si 0.0208 -0.0361 -0.0022
Si 0.0398 -0.0126 -0.0045
Si 0.034 -0.0409 0.004
Si -0.0069 -0.0095 0.0023
Si -0.1347 -0.024 -0.0661
Si -0.0765 -0.005 0.1281
Si 0.0716 -0.0466 -0.056
Si 0.0331 -0.0125 0.0861
Si -0.0234 0.0716 0.0088
Si -0.0111 0.141 -0.0774
Si 0.034 -0.0665 -0.0071
Si 0.0331 -0.0159 -0.018
Si 0.0629 0.069 -0.0125
Si 0.0151 -0.0169 -0.0759
Si 0.0159 -0.0655 -0.0267
Si -0.0016 -0.0413 -0.0221
Si 0.0054 -0.0578 -0.023
Si -0.0165 -0.0077 0.0302
Si 0.0575 0.0336 -0.0553
Si -0.0748 -0.036 0.0132
Si 0.0369 -0.0506 0.0178
Si -0.0103 -0.0345 -0.1153
Si -0.0656 0.0106 -0.0656
Si 0.0484 -0.0239 -0.0276
Si -0.0984 0.0449 -0.0167
Si -0.0024 -0.0023 0.0048
Si -0.0268 0.0521 -0.0082
Si 0.0315 0.0006 -0.0942
Si -0.0119 0.0162 0.0102
Si -0.0426 0.0392 0.0311
Si 0.0582 0.0124 0.0493
Si -0.0058 0.0243 -0.0283
Si 0.008 -0.0063 0.074
Si 0.0076 0.007 0.0083
Si -0.0339 -0.0231 -0.0146
Si 0.0297 0.0382 0.0423
Si 0.0295 -0.03 0.013
Si 0.0035 -0.0145 -0.0083
Si 0.0078 0.0049 -0.0006
Si 0.031 0.0046 0.0103
Si -0.0283 0.0194 -0.0163
Si 0.0075 -0.0223 0.0056
Si -0.0049 0.0219 -0.0044
Si 0.0077 -0.0282 0.0049
Si -0.0179 0.0065 -0.0056
Si 0.0078 -0.0053 -0.0006
Si -0.0116 0.0155 -0.0092
Si -0.0079 -0.0095 -0.0024
Si 0.0103 -0.0127 -0.0078
Si -0.005 0.0119 0.0026
Si 0.0107 -0.0149 -0.003
Si -0.0044 0.0068 -0.0026
Si 0.0003 -0.0016 0.0061
Si 0.0031 0.001 0.0031
Si 0.0027 -0.0091 -0.0029
Si 0.0047 -0.0052 0.003
Si 0.0049 0.0036 -0.006
Si -0.0011 -0.0013 0.0025
Si 0.0004 -0.0109 -0.0012
Si 0.0125 0.0055 -0.003
Si 0.0085 -0.0058 -0.0165
Si 0 0.0026 -0.0078
Si -0.0099 0.0165 -0.0047
Si -0.0224 0.0106 -0.0117
Si -0.0015 -0.01 -0.009
Si 0.007 -0.0004 -0.0184
Si -0.0212 0.0178 -0.0121
Si -0.0222 0.0231 -0.0152
Si -0.0001 -0.0137 -0.0273
Si 0.0049 -0.0018 0.0009
Si -0.0087 -0.0204 -0.0047
Si 0.0111 -0.0196 0.0071
Si -0.0012 -0.0081 -0.0294
Si 0.0226 0.0151 -0.0246
Si 0.0334 0.0111 -0.0103
Si 0.0184 -0.0052 0.0262
Si 0.0234 -0.0279 0.037
Si -0.0295 -0.0153 -0.0027
Si 0.003 0.0075 0.0843
Si 0.0513 -0.0012 0.0592
Si -0.0156 -0.0275 0.0942
Si -0.024 -0.0458 -0.0138
Si 0.0336 -0.0011 0.02
Si 0.0533 -0.0343 -0.0104
Si -0.018 0.0044 -0.0688
Si 0.029 0.0476 -0.0106
Si -0.077 -0.051 -0.0596
Si 0.0169 0.0383 -0.0619
Si 0.0311 0.0057 -0.0582
Si 0.0523 0.0142 -0.0611
Si -0.0262 -0.0917 -0.1105
Si -0.0165 0.0483 -0.0184
Si 0.0622 -0.1003 0.1464
Si 0.0967 -0.031 0.0133
Si -0.0992 0.171 0.12
Si -0.1585 0.002 0.0688
Si 0.0544 -0.1277 0.0548
Si 0.1362 -0.0665 0.0588
Si -0.0394 0.1369 0.1676
Si -0.1649 0.0424 0.1506
O 0.015 -0.0024 -0.069
O -0.0426 0.0334 -0.0715
O -0.0343 0.0575 -0.0988
O 0.0195 0.0147 -0.0849
O -0.0063 -0.0043 -0.0327
O 0.0082 -0.0016 -0.0631
O 0.0287 0.019 -0.1013
O 0.0057 0.0224 -0.033
O -0.0199 0.0027 -0.0347
O 0.0315 -0.0123 -0.0339
O 0.0075 -0.0295 -0.0663
O 0.0151 -0.0226 -0.0591
O -0.0228 -0.027 0.0465
O -0.0091 -0.0193 0.0043
O 0.0007 0.0017 0.0228
O -0.0334 0.0229 -0.0106
O 0.0253 0.0318 -0.0299
O 0.0151 -0.0124 0.0095
O 0.0041 0.0011 -0.0019
O -0.0139 0.0071 0.0168
Si -0.0056 0.0029 -0.0295
Si -0.0365 0.0183 -0.0538
Si 0.0183 -0.0201 0.0797
Si -0.0158 -0.0164 0.0593
Si 0.0732 0.056 -0.0479
Si 0.0119 0.011 -0.0272
Si -0.0172 -0.0323 -0.0371
Si 0.0025 0.0114 -0.015
Si -0.0042 0.0061 -0.0242
Si 0.0385 0.0132 0.0834
Si 0.009 -0.0134 0.0057
Si -0.0195 -0.0062 -0.0403
Si -0.0184 -0.0013 -0.0136
Si 0.0036 -0.0079 -0.0136
Si -0.0039 -0.0067 0.0762
Si -0.029 0.0246 -0.0447
Si -0.0009 0.0148 -0.0314
Si -0.0131 -0.0093 0.1049
Si -0.0074 -0.0187 -0.0144
Si 0.0086 -0.0045 0.1121
Si 0.0307 -0.0065 0.0038
Si 0.0123 -0.0097 -0.04
Si 0.0012 -0.0014 -0.026
Si 0.02 -0.0133 -0.0489
Si 0.0238 0.0031 0.0007
Si 0.0098 0.0178 -0.047
Si -0.0224 0.0013 -0.0623
Si -0.0481 -0.0026 -0.0078
Si -0.0212 0.0204 0.0563
Si 0.0091 0.0177 -0.0254
Si -0.0067 -0.0761 0.0248
Si 0.0012 0.0008 -0.0506
Si -0.0036 0.0009 0.0867
Si -0.0089 -0.0086 -0.0191
Si -0.0015 0.0037 0.0868
Si -0.0003 -0.0376 -0.043
Si 0.0085 -0.0008 0.0933
Si -0.0202 -0.0007 0.0738
O -0.0068 -0.0095 -0.0356
O -0.0102 -0.0152 -0.0014
O 0.0102 0.0073 0.0229
O 0.0042 0.0098 0.0303
O 0.0027 0.004 0.0081
O 0.0006 -0.0014 0.0182
O -0.0039 0.0032 -0.0657
O 0.0225 0.0034 -0.0111
O 0.0051 -0.009 0.0123
O -0.0043 0.0167 0.0115
O 0.0049 -0.0077 -0.061
O -0.0016 -0.0079 0.0054
O -0.0004 0.0106 -0.0226
O 0.0046 0.0035 0.047
O -0.0115 -0.0049 -0.0698
O -0.0023 -0.0054 0.0106
O -0.0077 0.0004 0.0229
O 0.0079 -0.0053 -0.0599
O -0.0001 0.0605 0.0084
O 0.0017 0.0079 -0.0351
O -0.0013 0.0049 0.0104
O -0.011 -0.0011 0.0161
O -0.0012 -0.0027 0.0338
O -0.0166 -0.0236 0.0412
O 0.0002 -0.0037 0.0275
O -0.0031 -0.0036 0.0036
O 0.0055 -0.0074 0.0188
O -0.0071 -0.0095 0.0118
O 0.0078 -0.0082 -0.0372
O 0.0119 -0.0078 0.0109
O -0.0026 -0.0045 -0.0329
O -0.0051 0.0047 0.0206
O 0.0277 0.0025 0.0294
O 0.0013 0.0021 0.0011
O -0.0043 0.0091 0.002
O 0.0069 0.0051 0.0117
O 0.011 0.0008 -0.0593
O 0.0013 -0.0078 0.0145
O -0.0009 0.0094 -0.0512
O 0.0034 -0.0022 -0.0557
O 0.0053 -0.0007 -0.0047
O -0.0073 0.0092 0.0158
O -0.0007 -0.003 0.0323
O 0.0105 0.0046 0.0011
O 0.0382 0.0024 0.035
O 0.0019 0.0129 -0.0029
O -0.0134 -0.0047 -0.0106
O 0.0059 0.0035 -0.0515
O -0.0014 0.0027 0.0105
O 0.0016 0.0039 0.0089
O 0.014 0.0056 0.0444
O 0.0224 -0.0005 0.0098
O 0.0096 -0.0071 0.0111
O 0.0031 0.0053 -0.0601
O -0.0042 0.0074 -0.0257
O -0.0071 -0.009 0.024
O -0.0048 -0.0091 0.0044
O 0.0004 -0.0036 0.0126
O 0.0176 0.0121 -0.0009
O 0.0087 -0.0118 0.0138
O -0.0018 0.0012 -0.06
O -0.0128 0.0003 0.0234
O 0.0042 0.0051 0.0209
O -0.0062 0.0006 0.0099
O -0.0005 -0.0072 0.0217
O 0.0019 0.0046 0.0067
O -0.0172 0.0078 0.0089
O -0.0076 0.0019 0.0199

The program warned: the cutoff lies below the one the program advises for these potential files; the forces do not sum to zero within the program's tolerance; the exchange-correlation potential is rough where the density is thin.
